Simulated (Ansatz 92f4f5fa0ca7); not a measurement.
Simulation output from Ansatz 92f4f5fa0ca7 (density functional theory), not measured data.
Periodic cell of 208 atoms, Si124O76As8, from a study of silicon, its oxide and their interface. The atomic structure is a simulated model.
Doubt: the cutoff is far below the 930 eV that the study's wrapper takes by default for these files, so forces and energies are approximate.
This geometry differs little from another in the collection (a relaxation step or a small displacement).

Settings: functional PBE; potential files Ansatz PAW; basis plane waves; wave-function cutoff 580 eV; density cutoff ratio 5; exchange-correlation grid ratio 1; k mesh 1 x 1 x 1, Gamma-centred; self-consistency stop 5e-08 eV per atom in the density residual; occupations fixed; spin none; net charge 0.

Cell vectors (angstrom)
a  10.938  0  0
b  0  10.938  0
c  0  0  31.546

Atoms: element, x, y, z (angstrom)
As  10.4918  0.4407  24.0062
Si  6.0434  10.5374  24.2542
As  2.2365  3.1025  24.0712
As  8.7069  2.2813  24.0425
As  0.4432  4.9358  23.9962
Si  4.7579  5.6855  23.9607
Si  3.3402  7.7209  24.1249
Si  7.6492  8.6749  24.1791
Si  1.2666  1.399  25.457
Si  6.9767  1.3722  25.4869
Si  3.9453  4.0825  25.4589
Si  9.6615  4.0142  25.4479
Si  1.4131  6.775  25.2914
Si  6.7051  6.7339  25.1974
Si  4.1987  9.5314  25.3957
Si  9.5103  9.6211  25.3802
Si  2.749  -0.0239  26.7037
Si  8.2456  -0.0111  26.8537
Si  0.0066  2.7245  26.8508
Si  5.4671  2.7371  26.7319
Si  2.6861  5.4952  26.8198
Si  8.1811  5.4734  26.6535
Si  0.0077  8.1934  26.6733
Si  5.5129  8.1409  26.7751
Si  4.1018  1.3673  28.1278
Si  9.5708  1.3673  28.1278
Si  1.3673  4.1018  28.1278
Si  6.8362  4.1018  28.1278
Si  4.1018  6.8362  28.1278
Si  9.5708  6.8362  28.1278
Si  1.3673  9.5708  28.1278
Si  6.8362  9.5708  28.1278
Si  0  0  29.495
Si  5.469  0  29.495
Si  2.7345  2.7345  29.495
Si  8.2035  2.7345  29.495
Si  0  5.469  29.495
Si  5.469  5.469  29.495
Si  2.7345  8.2035  29.495
Si  8.2035  8.2035  29.495
Si  1.3673  1.3673  30.8623
Si  6.8362  1.3673  30.8623
Si  4.1018  4.1018  30.8623
Si  9.5708  4.1018  30.8623
Si  1.3673  6.8362  30.8623
Si  6.8362  6.8362  30.8623
Si  4.1018  9.5708  30.8623
Si  9.5708  9.5708  30.8623
Si  2.7345  0  0.6835
Si  8.2035  0  0.6835
Si  0  2.7345  0.6835
Si  5.469  2.7345  0.6835
Si  2.7345  5.469  0.6835
Si  8.2035  5.469  0.6835
Si  0  8.2035  0.6835
Si  5.469  8.2035  0.6835
Si  4.1018  1.3673  2.0507
Si  9.5708  1.3673  2.0507
Si  1.3673  4.1018  2.0507
Si  6.8362  4.1018  2.0507
Si  4.1018  6.8362  2.0507
Si  9.5708  6.8362  2.0507
Si  1.3673  9.5708  2.0507
Si  6.8362  9.5708  2.0507
Si  0  0  3.418
Si  5.469  0  3.418
Si  2.7345  2.7345  3.418
Si  8.2035  2.7345  3.418
Si  0  5.469  3.418
Si  5.469  5.469  3.418
Si  2.7345  8.2035  3.418
Si  8.2035  8.2035  3.418
Si  1.3463  1.3703  4.8523
Si  6.847  1.3784  4.7391
Si  4.1169  4.1174  4.8335
Si  9.5708  4.0817  4.7326
Si  1.3725  6.8599  4.694
Si  6.8346  6.845  4.8667
Si  4.0587  9.5949  4.7155
Si  9.5556  9.5847  4.8747
Si  2.7882  -0.0059  6.1631
Si  8.1156  0.0704  6.2108
Si  -0.0359  2.8043  6.1783
Si  5.5361  2.7048  6.1485
Si  2.6981  5.5641  6.0864
Si  8.2978  5.4139  6.1664
Si  0.0793  8.1469  6.1399
Si  5.3849  8.3139  6.1244
Si  4.4186  1.1124  7.5116
As  9.1096  1.8479  7.5659
Si  1.0755  4.5151  7.4375
As  7.3262  3.6482  7.5321
As  3.6388  7.3218  7.4774
Si  10.1233  6.3414  7.4255
As  1.8462  9.1161  7.5116
Si  6.2501  10.104  7.4639
O  3.7218  1.8962  8.8484
O  6.7047  9.3353  8.8627
O  9.5026  6.9838  8.827
O  1.8998  3.9443  8.7895
O  3.3893  8.4521  22.6205
O  4.5172  4.9219  22.4536
O  5.9966  0.236  22.7229
O  7.9347  8.4515  22.566
Si  9.5142  -0.1276  17.0098
Si  4.7114  3.9655  21.1112
Si  5.5199  -0.0898  17.1751
Si  10.6798  2.2734  15.5228
Si  9.2007  2.3498  12.6784
Si  1.4391  7.8715  11.7898
Si  8.7191  9.6707  14.3777
Si  8.9133  4.394  16.913
Si  8.8844  6.451  14.6207
Si  1.7782  6.0124  16.4868
Si  6.8292  0.2298  12.616
Si  2.4712  2.6234  19.1034
Si  7.7535  10.7409  19.3221
Si  5.1607  2.458  13.878
Si  0.2091  4.527  18.8338
Si  0.6186  10.4715  13.4073
Si  3.0194  8.1016  21.077
Si  5.0176  4.6505  11.5684
Si  3.5222  -0.1642  19.5409
Si  4.9226  6.0742  16.8584
Si  5.8711  1.0464  21.3352
Si  8.2037  8.0846  21.02
Si  7.9702  5.2293  12.144
Si  2.7972  2.1143  16.0019
Si  9.5188  7.3382  10.4054
Si  6.8454  9.0682  10.4509
Si  2.2796  10.0252  15.9727
Si  4.7786  8.5723  15.0805
Si  0.511  8.5192  17.5486
Si  5.605  6.5143  19.8314
Si  6.2022  3.0929  16.4201
Si  0.2088  7.0438  20.3822
Si  0.9986  2.4259  12.098
Si  0.8596  5.3448  13.6567
Si  2.9991  3.1201  9.6876
Si  4.4736  7.6544  12.0001
O  10.2773  5.7976  14.0606
O  4.8734  3.4588  12.6545
O  4.2207  7.1856  20.4254
O  9.0828  5.9947  11.2276
O  3.8777  2.6035  14.883
O  6.518  10.5046  11.1668
O  1.3411  2.4944  15.4019
O  0.3841  7.8408  18.9884
O  6.968  7.1593  20.4668
O  9.934  10.2376  13.4242
O  7.6314  3.4146  17.124
O  1.034  10.2004  14.9511
O  0.1381  7.7548  10.7735
O  8.0037  1.3199  12.3709
O  1.2197  0.9865  12.9038
O  0.9005  3.094  19.2002
O  5.7039  1.5704  16.9408
O  1.0941  5.0706  17.5979
O  3.0419  0.5091  16.0058
O  4.1913  10.5175  18.0782
O  5.5314  2.6265  21.5691
O  4.7777  8.4391  13.4301
O  5.3117  4.4797  16.6517
O  8.9554  0.4458  18.4294
O  1.6917  9.6402  17.4477
O  4.4424  6.0317  12.2114
O  3.2093  8.8032  15.4552
O  1.2665  9.3048  12.5129
O  9.5644  4.5816  18.4017
O  2.9904  2.735  17.5207
O  10.5444  1.0463  16.5719
O  6.6863  10.299  18.174
O  4.6804  0.3052  20.5523
O  6.4312  2.9374  14.8008
O  10.0596  3.6585  16.0481
O  2.849  9.4295  20.1525
O  8.5573  5.7878  16.103
O  4.1672  4.1503  10.2522
O  8.3773  8.4961  10.721
O  7.2104  0.9053  20.398
O  7.3433  9.9247  13.5459
O  8.938  8.0841  14.7193
O  3.4143  3.4816  20.1711
O  9.884  2.0002  14.1287
O  1.4264  6.5132  12.6831
O  8.5878  3.8309  12.6577
O  5.6998  8.0194  10.9755
O  7.7108  6.0972  13.5185
O  10.0749  9.3033  17.2471
O  8.2792  9.4231  20.1055
O  0.3095  5.443  20.1611
O  0.8612  7.3741  16.4339
O  1.0026  3.8614  12.9478
O  8.5112  10.5724  15.7377
O  2.1518  2.4954  10.9549
O  9.6819  7.3752  21.0047
O  5.614  4.906  20.1264
O  3.0136  7.9985  11.2936
O  10.3922  2.2727  11.5457
O  1.7814  5.3432  15.007
O  3.3036  6.2068  17.0031
O  5.3406  7.1314  15.6578
O  5.5209  9.8785  15.8208
O  5.6297  6.6682  18.208
O  6.6109  4.935  11.2812
O  5.5083  0.9708  13.2633
O  2.4261  1.0372  19.4784
O  1.5363  7.4204  21.2489

Results
free energy: -160900.845 eV
free energy less fixed offsets of As -4856.12, O -568.88, Si -635.61 eV per atom: -1.365 eV

Forces (eV/angstrom), in the order of the atoms: element, x, y, z
As  0.0774  -0.0138  -0.1544
Si  0.1874  0.0184  0.0242
As  0.03  -0.1187  -0.3701
As  -0.1484  0.1004  -0.284
As  -0.0766  0.1365  -0.2072
Si  -0.1136  0.0255  0.0895
Si  -0.0711  -0.1157  -0.0052
Si  0.0254  0.1876  -0.0585
Si  -0.0631  -0.0954  0.0849
Si  -0.0389  -0.1678  0.179
Si  0.0654  -0.0071  0.2089
Si  0.0674  -0.0184  0.042
Si  0.1208  0.0322  0.1043
Si  0.018  0.0338  0.0346
Si  -0.0044  -0.0412  0.0246
Si  -0.1005  -0.093  0.1569
Si  -0.0683  0.0246  0.0139
Si  -0.1817  -0.1224  0.0699
Si  -0.052  -0.0246  0.3177
Si  0.0206  0.0271  -0.0689
Si  0.2134  0.2466  0.0064
Si  0.0219  -0.088  0.0147
Si  0.0422  -0.0041  -0.0818
Si  -0.0392  -0.0125  -0.018
Si  -0.0183  -0.1155  -0.3819
Si  0.1522  -0.0183  0.7921
Si  -0.0312  0.1034  0.5675
Si  0.017  0.1809  -0.4417
Si  0.0279  0.0301  0.2759
Si  -0.109  0.0197  -0.7142
Si  -0.011  -0.113  -0.5011
Si  0.0992  -0.3505  0.2593
Si  -0.06  0.0841  0.0431
Si  -0.0788  -0.1098  0.0015
Si  -0.0037  0.0953  0.0227
Si  0.0312  -0.0834  0.0132
Si  0.0077  -0.1193  0.0197
Si  -0.0338  0.0592  0.0229
Si  0.0702  -0.0087  0.016
Si  -0.0504  0.0809  0.0496
Si  0.0377  -0.113  -0.0154
Si  -0.0074  0.0486  0.0201
Si  0.1031  -0.0309  -0.0125
Si  -0.0639  0.0812  0.029
Si  -0.052  0.0676  0.0202
Si  0.0231  -0.0647  -0.0116
Si  -0.0438  0.0377  0.0378
Si  0.0909  -0.0562  -0.0082
Si  -0.0535  0.0946  0.0142
Si  0.0598  -0.0691  -0.0248
Si  0.062  -0.0528  -0.0255
Si  -0.107  0.046  0.0124
Si  0.0346  -0.0789  -0.0182
Si  -0.0707  0.0531  0.0044
Si  -0.0723  0.0865  0.0059
Si  0.0644  -0.0583  -0.0272
Si  0.0854  -0.0491  -0.0055
Si  -0.0708  0.0301  -0.0282
Si  -0.0481  0.0731  0.0002
Si  0.0984  -0.017  -0.0238
Si  0.0081  0.114  -0.0251
Si  0.0706  -0.0787  -0.0037
Si  0.048  -0.1062  -0.0494
Si  -0.0711  0.059  0.0094
Si  -0.1079  -0.0144  0.5515
Si  0.0156  0.0875  -0.3572
Si  -0.0163  -0.0093  0.5269
Si  0.0208  -0.0428  -0.408
Si  -0.0726  -0.0708  -0.4276
Si  0.1172  0.0838  0.4413
Si  -0.0241  0.1791  -0.6826
Si  0.0127  0.0351  0.5919
Si  0.0036  0.0108  0.0034
Si  -0.2991  -0.3391  -0.1545
Si  0.0262  -0.0077  0.0219
Si  0.3063  0.3397  -0.1325
Si  -0.3091  -0.2594  -0.1411
Si  0.0169  -0.005  0.0348
Si  0.3478  0.2943  -0.1378
Si  0.0171  -0.0085  0.0281
Si  -0.0412  -0.209  -0.0435
Si  -0.0908  0.1554  -0.0446
Si  -0.1962  -0.025  -0.0382
Si  0.1592  0.0511  -0.0718
Si  0.0153  0.1324  -0.1068
Si  0.0836  -0.1263  -0.1166
Si  0.1391  -0.0688  -0.0954
Si  -0.123  0.1086  -0.1277
Si  0.0094  0.0186  0.0337
As  0.2283  -0.1247  0.1717
Si  -0.0249  -0.0066  0.0192
As  -0.2588  0.1558  0.2908
As  0.14  -0.1863  0.3884
Si  -0.0018  0.0336  0.0243
As  -0.1515  0.1955  0.2607
Si  -0.0004  -0.0172  0.0471
O  0.0136  -0.0142  -0.0232
O  -0.0222  0.0515  -0.0873
O  0.0227  -0.0634  -0.077
O  -0.0135  0.0261  -0.016
O  0.034  0.0198  0.0015
O  -0.0177  -0.0043  -0.0113
O  0.0076  -0.0222  -0.0257
O  -0.0499  0.0204  0.0054
Si  0.0076  0.0015  -0.0007
Si  0.0363  -0.0089  -0.1857
Si  -0.0088  -0.0041  0.0022
Si  -0.0128  0.0042  0
Si  0.0424  -0.0095  0.0032
Si  0.0109  0.0207  -0.0061
Si  0.0068  0.0051  -0.0165
Si  0.0224  -0.0002  0.0139
Si  0.0005  -0.0073  -0.0121
Si  -0.0224  -0.0064  0.0206
Si  0.0122  -0.0108  0.0398
Si  -0.0602  -0.0228  -0.0866
Si  0.0055  -0.0099  -0.0796
Si  -0.0111  -0.0079  0.0256
Si  -0.0058  0.0109  -0.0387
Si  0.0114  -0.0104  -0.0195
Si  -0.0045  0.0221  -0.1085
Si  0.0016  0.0512  0.0559
Si  0.0004  -0.0368  -0.0791
Si  -0.0162  -0.0094  -0.0139
Si  -0.0235  -0.0253  -0.1103
Si  -0.004  -0.0054  -0.0669
Si  0.0549  0.0018  0.0248
Si  -0.019  0.0013  0.0151
Si  0.0175  0.0342  0.1327
Si  0.0002  -0.0186  0.136
Si  -0.0247  0.0006  -0.0046
Si  -0.005  0.0026  -0.0272
Si  0.0039  0.0003  -0.0013
Si  0.0068  0.0157  -0.0087
Si  0.0062  0.0006  0.0076
Si  0.0179  -0.0049  -0.1032
Si  -0.0527  -0.0087  0.0407
Si  -0.0003  -0.004  -0.0079
Si  -0.0132  -0.0114  0.139
Si  -0.0141  -0.0004  0.0411
O  0.0037  0.003  0.0079
O  0.016  -0.0048  -0.0398
O  -0.0015  -0.0038  0.0201
O  -0.0192  -0.0105  -0.0288
O  0.0153  0.0035  -0.0181
O  0.0078  -0.0065  -0.0407
O  0.0112  0.0023  -0.0027
O  0.0048  0.013  -0.0032
O  -0.0224  -0.018  0.0001
O  -0.0011  0.0035  0.0003
O  -0.0045  -0.0007  0.0052
O  -0.0017  0.003  -0.0001
O  -0.0029  0.0171  -0.0332
O  -0.0311  -0.0053  -0.0195
O  0.0177  -0.006  0.01
O  0.0077  -0.0047  0.0629
O  -0.0003  -0.0005  -0.0024
O  0.0074  0.0052  -0.0101
O  0.0081  0.0045  -0.0033
O  0.0004  0.0039  0.0005
O  0.0195  0.0265  0.0424
O  -0.001  0.0054  0.0191
O  -0.0041  0.0098  0.0042
O  -0.0054  0.0097  0.0224
O  0.0093  0.0105  0.0054
O  -0.0084  -0.0148  0.0035
O  0.0059  -0.0103  0.0014
O  -0.0194  0.0177  0.0095
O  -0.0139  -0.0086  -0.0013
O  0.0062  0.0029  -0.0036
O  0.004  0.0006  0.0038
O  0.005  0.003  0.0061
O  -0.0299  0.0164  0.031
O  -0.0048  0.0011  -0.0094
O  0.0004  0.0028  -0.0019
O  -0.0121  0.0022  0.0302
O  -0.0106  0.0071  -0.0029
O  -0.0134  0.0044  -0.0539
O  0.0069  0.0184  -0.0344
O  0.0274  0.0097  0.0543
O  -0.0024  0.002  0
O  -0.0012  -0.0005  0.0128
O  -0.0184  -0.0027  0.0986
O  0.0056  -0.0032  0.0122
O  0.002  -0.0092  -0.0176
O  -0.0245  0.0063  -0.0303
O  0.0046  -0.0264  -0.0546
O  -0.0089  0.0061  0.0043
O  -0.0025  -0.0008  0.0027
O  0.0053  0.0089  0.0342
O  0.016  -0.0429  0.124
O  -0.002  0.0048  -0.0098
O  0.0127  0.0194  -0.0008
O  -0.007  0.0003  0.0034
O  0.0119  -0.006  -0.0605
O  -0.001  -0.0111  0.0349
O  0.0138  -0.0138  0.0483
O  0.0407  -0.0101  -0.0763
O  0.0037  0.0015  -0.0579
O  0.0071  0.004  -0.0075
O  0.0157  0.0034  0.0008
O  0.0037  0.0017  0.0051
O  0.0034  0.0032  0.0041
O  0.0033  0.0012  0.0184
O  -0.0053  -0.0178  -0.089
O  -0.0102  0.0129  -0.0059
O  0.0009  0.0094  0.055
O  0.0034  -0.0344  0.0386

The program warned: the cutoff lies below the one the program advises for these potential files; the exchange-correlation potential is rough where the density is thin.
